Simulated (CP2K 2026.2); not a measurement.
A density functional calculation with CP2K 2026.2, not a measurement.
Periodic cell of 534 atoms, Si358O176, from a study of silicon, its oxide and their interface. The atomic structure is a simulated model.
Doubt: the forces sum to 1.53 eV/angstrom along one axis rather than to zero, so they err by at least 0.0029 eV/angstrom per atom on average; the grid cutoff is modest.

Settings
functional: PBE
method: Gaussian and plane waves
basis set: DZVP-MOLOPT-SR-GTH
pseudopotentials: GTH-PBE
grid cutoff: 350 Ry, relative cutoff 50 Ry
k points: Gamma only
occupations: fixed
spin: none
net charge: 0

Cell vectors (angstrom)
a 16.4025 0 0
b 0 16.4025 0
c 0 0 35.5079

Atoms and the computed forces on them: element, x, y, z (angstrom), force x, y, z (eV/angstrom)
Si 16.311 0.149 0.22 0.32 0.034 -0.116
Si 3.419 2.244 0.402 -0.228 0.135 -0.015
Si 16.391 5.696 35.005 0.061 -0.409 0.455
Si 2.194 8.844 35.272 0.565 -0.326 0.055
Si 0.375 10.517 35.383 -0.407 0.364 0.165
Si 3.064 13.382 35.372 -0.267 -0.203 -0.339
Si 5.481 0.846 35.288 0.476 0.491 0.098
Si 8.023 3.109 0.177 0.38 0.091 -0.354
Si 5.791 5.3 0.089 -0.097 -0.026 -0.332
Si 8.883 7.94 35.323 0.064 -0.004 -0.023
Si 4.949 10.844 35.226 -0.233 -0.02 0.37
Si 8.86 13.084 35.31 0.14 0.206 -0.159
Si 11.587 16.047 0.046 0.028 0.114 -0.351
Si 13.123 3.416 35.478 -0.288 0.287 -0.091
Si 10.936 5.623 0.328 0.042 0.014 -0.119
Si 13.19 8.608 35.392 -0.075 0.107 0.098
Si 11.136 10.931 0.288 0.134 0.162 -0.331
Si 13.924 13.883 0.303 -0.141 0.031 0.076
Si 1.504 1.367 1.52 0.066 -0.2 -0.088
Si 4.251 4.146 1.457 0.232 -0.074 -0.14
Si 1.481 6.864 0.988 -0.161 0.049 -0.038
Si 3.893 9.572 1.338 0.051 0.076 -0.275
Si 1.394 12.251 1.186 0.093 0.204 -0.03
Si 4.247 14.879 1.22 0.102 0.194 -0.123
Si 6.962 1.514 1.492 -0.237 -0.099 -0.298
Si 9.593 4.193 1.545 -0.205 -0.008 -0.312
Si 7.009 6.969 1.19 0.245 -0.017 -0.154
Si 9.729 9.505 1.448 -0.185 -0.135 -0.155
Si 7.208 12.312 1.305 -0.138 -0.196 0.043
Si 9.775 14.957 1.101 -0.006 -0.21 0.053
Si 12.387 1.515 1.304 -0.104 -0.06 0.065
Si 15.004 4.377 1.111 0.114 -0.02 -0.258
Si 12.351 7.028 1.493 -0.023 0.158 -0.279
Si 15.072 9.526 1.208 -0.172 -0.148 -0.234
Si 12.569 12.316 1.488 -0.081 0.192 -0.226
Si 15.224 15.124 1.707 -0.042 0.184 -0.152
Si 0.029 2.9 2.593 -0.096 0.118 -0.058
Si 2.883 16.292 2.703 -0.192 -0.167 0.21
Si 0.047 8.108 2.557 0 0.045 -0.101
Si 2.774 5.568 2.581 0.005 0.041 -0.003
Si 0.18 13.609 2.764 0.091 -0.173 0.106
Si 2.722 10.999 2.729 -0.073 0.047 0.128
Si 5.579 2.801 2.867 -0.018 0.054 0.258
Si 8.329 16.334 2.578 0.217 -0.072 -0.044
Si 5.5 8.256 2.554 -0.026 -0.025 -0.03
Si 8.213 5.605 2.79 -0.106 0.02 0.061
Si 5.672 13.634 2.621 0.095 0.001 0.118
Si 8.31 10.855 2.755 -0.085 0.028 0.156
Si 10.941 2.718 2.765 0.12 -0.207 0.034
Si 13.75 0.166 2.797 -0.114 0.257 0.137
Si 11.009 8.251 2.91 0.013 0.005 0.209
Si 13.762 5.591 2.701 0.019 -0.038 0.222
Si 11.046 13.691 2.709 0.047 -0.037 0.043
Si 13.859 10.886 2.771 0.084 0.002 -0.024
Si 1.417 4.203 3.994 -0.101 0.002 0.012
Si 4.18 1.337 4.099 -0.056 0.109 -0.139
Si 1.352 9.543 4.026 0.087 0.092 -0.197
Si 4.165 6.879 3.983 0.031 -0.01 0.018
Si 1.501 15.002 4.12 0.232 -0.17 0.054
Si 4.208 12.329 4.038 -0.133 -0.03 -0.165
Si 6.898 4.197 4.191 0.007 -0.019 -0.067
Si 9.591 1.311 4.075 0.039 0.051 -0.009
Si 6.832 9.555 4.06 0.069 0.058 -0.101
Si 9.613 6.872 4.196 -0.091 0.024 -0.046
Si 6.957 15.03 4.029 -0.028 -0.031 -0.035
Si 9.669 12.278 4.088 0.106 0.165 -0.091
Si 12.355 4.147 4.05 0.064 -0.013 -0.152
Si 15.145 1.527 4.088 -0.086 -0.128 -0.036
Si 12.421 9.624 4.171 0.002 -0.107 -0.002
Si 15.136 6.874 4.108 -0.049 -0.102 -0.106
Si 12.369 15.113 4.1 -0.123 -0.005 -0.131
Si 15.165 12.295 4.125 -0.018 -0.034 0.023
Si 16.401 16.373 10.904 0.019 0.014 -0.003
Si 2.733 2.721 10.909 0.006 0.003 0.001
Si 16.385 5.444 10.93 0.005 0.018 -0.006
Si 2.727 8.19 10.945 -0.01 0.011 -0.003
Si 0.002 10.93 10.91 0.019 0.014 0.001
Si 2.727 13.664 10.904 -0.001 0.039 0.003
Si 5.462 16.398 10.907 0.018 0.003 0.009
Si 8.189 2.737 10.911 -0.043 0.028 0.002
Si 5.47 5.458 10.926 0.018 0.002 -0.005
Si 8.197 8.194 10.919 0.005 0.007 -0.002
Si 5.47 10.941 10.939 -0.001 0.027 -0.002
Si 8.211 13.677 10.932 0.005 0.006 0.002
Si 10.933 16.4 10.93 -0.017 0.035 0.013
Si 13.652 2.708 10.927 0.006 0.039 0.002
Si 10.918 5.459 10.916 0.001 0.029 -0.001
Si 13.658 8.199 10.92 0.009 0.02 0.013
Si 10.942 10.924 10.921 0.014 -0.022 0.008
Si 13.673 13.656 10.909 0.036 0.014 0.004
Si 1.356 1.342 12.263 -0.001 0.009 -0.016
Si 4.088 4.088 12.283 -0.016 -0.004 -0.008
Si 1.329 6.824 12.291 -0.024 -0.054 0.002
Si 4.09 9.573 12.298 0.026 -0.026 0.017
Si 1.352 12.299 12.277 -0.011 -0.038 -0.008
Si 4.081 15.035 12.271 -0.007 -0.018 -0.002
Si 6.813 1.371 12.271 0.01 -0.007 -0.023
Si 9.543 4.102 12.294 0.017 -0.017 -0.01
Si 6.831 6.827 12.296 -0.003 0.007 0.002
Si 9.564 9.561 12.283 -0.034 -0.014 -0.008
Si 6.831 12.321 12.296 0.033 0.02 0.01
Si 9.562 15.044 12.307 0.01 -0.013 0.015
Si 12.273 1.36 12.316 0.024 -0.018 0.014
Si 15.003 4.074 12.29 -0.02 -0.017 0
Si 12.265 6.836 12.279 -0.004 -0.052 -0.01
Si 15.021 9.573 12.276 0.011 0.022 -0.007
Si 12.304 12.291 12.286 -0.052 -0.026 -0.006
Si 15.027 15.009 12.285 -0.034 -0.023 -0.001
Si 16.357 2.667 13.626 0.059 0.018 -0.005
Si 2.703 16.381 13.646 -0.02 0.034 -0.006
Si 16.346 8.188 13.652 0.019 0.015 0.016
Si 2.684 5.434 13.632 0.017 0.039 -0.006
Si 16.363 13.619 13.665 0.033 0.025 0.004
Si 2.701 10.936 13.655 -0.049 0.044 0.006
Si 5.436 2.707 13.656 0.041 0.001 0.01
Si 8.164 0.017 13.651 -0.032 0.026 0.004
Si 5.453 8.194 13.652 0.01 -0.008 -0.006
Si 8.189 5.464 13.684 -0.018 0.003 0.042
Si 5.433 13.677 13.651 -0.009 -0.022 -0.007
Si 8.204 10.942 13.637 -0.014 -0.048 -0.033
Si 10.87 2.719 13.68 -0.056 0.06 0.007
Si 13.633 16.351 13.651 0.015 0.036 -0.006
Si 10.896 8.183 13.673 -0.014 0.041 0.006
Si 13.602 5.44 13.63 0.011 0.023 -0.019
Si 10.927 13.649 13.652 0.025 0.002 -0.011
Si 13.654 10.914 13.663 0.046 -0.004 0.019
Si 1.309 4.039 14.973 -0.069 -0.056 -0.005
Si 4.048 1.351 15.03 -0.004 -0.001 0.053
Si 1.31 9.567 15.007 0.02 -0.024 0.002
Si 4.027 6.834 14.973 -0.03 -0.004 -0.014
Si 1.331 14.998 14.994 0.01 -0.036 0.061
Si 4.068 12.302 15.021 0.071 0.044 0.045
Si 6.81 4.069 15.016 -0.007 0 0.021
Si 9.498 1.357 15.071 0.032 -0.018 0.059
Si 6.841 9.576 14.99 0.034 0.071 0.001
Si 9.541 6.834 15.094 0.04 -0.04 0.071
Si 6.753 15.094 15.004 0.068 0.015 0.035
Si 9.549 12.307 15.019 -0.031 0.002 0.022
Si 12.228 4.104 15.027 0.057 0.012 0.028
Si 15.003 1.292 15.008 -0.068 -0.025 -0.003
Si 12.283 9.539 15.02 -0.051 -0.035 0.05
Si 14.933 6.821 14.988 -0.015 -0.102 -0.016
Si 12.285 14.983 15.046 -0.043 0.002 0.056
Si 14.995 12.263 15.074 -0.023 -0.079 0.087
Si 16.326 16.278 16.387 0.095 0.057 0.047
Si 2.627 2.675 16.385 0.026 0.011 0.054
Si 16.291 5.399 16.261 -0.03 0.147 0.036
Si 2.677 8.209 16.356 0.025 -0.119 0.043
Si 16.333 10.845 16.443 -0.019 0.081 0.145
Si 2.705 13.681 16.389 -0.11 -0.06 0.141
Si 5.391 0.015 16.456 -0.027 -0.009 0.04
Si 8.125 2.724 16.477 -0.105 0.098 0.039
Si 5.371 5.435 16.287 0.042 -0.092 0.017
Si 8.177 8.265 16.427 -0.177 0.179 0.234
Si 5.461 10.92 16.346 0.034 -0.093 0.189
Si 8.114 13.701 16.301 0.153 0.024 0.087
Si 10.865 16.324 16.385 0.042 0.029 0.111
Si 13.58 2.656 16.301 0.034 0.008 0.123
Si 10.914 5.46 16.495 -0.11 -0.016 -0.003
Si 13.541 8.099 16.428 0.109 0.186 0.071
Si 10.975 10.967 16.37 -0.057 -0.041 0.049
Si 13.634 13.631 16.479 -0.032 0.026 -0.038
Si 1.259 1.243 17.74 0.058 -0.148 -0.079
Si 3.968 4.126 17.687 0.078 0.04 0.002
Si 1.202 6.806 17.589 -0.083 0.012 -0.212
Si 4.128 9.511 17.731 0.227 0.101 -0.055
Si 1.372 12.245 17.734 0.101 0.076 -0.122
Si 4.009 15.055 17.852 -0.09 0.055 0.106
Si 6.66 1.435 17.879 0.105 0.107 0.098
Si 9.529 4.086 17.839 0.098 -0.175 -0.04
Si 6.659 6.845 17.63 0.06 0.054 -0.128
Si 9.637 9.695 17.8 0.019 -0.201 -0.072
Si 6.771 12.377 17.683 -0.024 0.133 -0.333
Si 9.444 14.981 17.758 -0.093 -0.016 -0.091
Si 12.281 1.263 17.714 -0.016 -0.017 -0.089
Si 14.911 4.052 17.629 -0.09 0.023 -0.198
Si 12.209 6.833 17.973 0.041 0.066 0.197
Si 14.895 9.43 17.81 -0.123 -0.106 -0.209
Si 12.257 12.285 17.865 0.033 0.038 0.081
Si 15.044 14.921 17.875 0.111 -0.094 0.038
Si 16.264 2.676 18.918 -0.025 -0.04 0.403
Si 2.563 16.385 19.303 0.093 -0.134 0.133
Si 16.225 7.948 19.099 -0.055 -0.239 0.358
Si 2.524 5.496 18.945 -0.067 -0.039 0.364
Si 0.068 13.501 19.243 0.024 -0.207 0.184
Si 2.756 10.85 19.047 -0.05 0.28 0.183
Si 5.171 2.843 19.241 -0.052 0.099 0.152
Si 8.009 16.332 19.133 0.099 0.023 0.172
Si 5.246 7.985 19.173 -0.119 -0.024 0.363
Si 8.11 5.629 18.954 -0.161 0.05 0.049
Si 5.331 13.564 19.15 -0.065 0.016 0.215
Si 8.273 11.198 19.019 -0.145 0.385 -0.013
Si 10.873 2.531 19.122 -0.015 -0.049 0.231
Si 13.673 16.342 19.158 0.007 0.192 0.354
Si 10.843 8.37 19.39 0.23 0.215 0.047
Si 13.612 5.261 19.187 0.021 -0.131 0.203
Si 10.79 13.635 19.22 -0.225 -0.009 0.053
Si 13.66 10.888 19.212 0.045 -0.016 0.06
Si 1.252 4.007 20.22 0.02 0.046 -0.037
Si 3.457 1.763 20.652 -0.155 0.304 -0.16
Si 1.291 9.416 20.129 0.082 -0.087 0.347
Si 3.35 7.139 20.428 0.068 0.079 -0.14
Si 1.576 14.617 20.702 0.03 -0.116 -0.336
Si 3.889 12.288 20.617 0.141 -0.166 -0.194
Si 6.657 4.39 20.29 0.048 -0.22 -0.015
Si 9.756 0.841 20.442 0.153 0.002 -0.182
Si 7.012 8.844 20.512 -0.647 -0.45 -0.052
Si 8.943 7.326 20.366 0.192 -0.166 -0.05
Si 6.688 14.891 20.509 -0.034 -0.039 -0.137
Si 9.022 12.755 20.674 0.313 -0.161 0.035
Si 12.493 3.558 20.489 -0.169 -0.081 0.121
Si 14.879 1.572 20.461 -0.071 -0.036 -0.191
Si 12.375 9.766 20.86 -0.071 0.015 -0.122
Si 15.352 6.102 20.57 0.258 -0.059 -0.376
Si 12.072 15.154 20.42 0.023 -0.029 -0.107
Si 15.538 11.652 20.468 0.111 0.02 0.049
Si 14.742 12.017 23.493 0.102 -0.225 0.206
Si 4.674 16.149 22.815 0.219 -0.002 0.005
Si 13.428 8.914 27.991 -0.073 0.031 -0.025
Si 1.742 10.887 27.44 -0.001 0.129 0.024
Si 4.126 5.004 27.783 -0.034 0.038 0.08
Si 16.098 16.292 22.737 0.053 0.078 -0.061
Si 5.059 5.883 22.637 -0.089 0.007 0.062
Si 10.405 6.739 23.002 -0.141 0.06 0.28
Si 5.051 4.284 25.161 0.21 0.053 0.227
Si 9.883 9.117 24.758 0.024 0.087 0.225
Si 5.296 8.3 24.583 -0.08 -0.025 0.224
Si 6.41 1.665 24.346 0.18 0.137 0.37
Si 8.554 11.759 23.566 -0.04 0.096 0.229
Si 10.481 8.187 27.406 0.007 0.017 0.147
Si 10.681 3.906 23.159 0.133 -0.225 0.083
Si 13.465 7.558 22.516 0.15 0.107 0.103
Si 12.115 10.706 23.829 -0.027 -0.008 0.225
Si 0.656 3.534 26.632 -0.048 -0.041 -0.011
Si 0.356 15.89 25.613 -0.106 -0.127 0.339
Si 8.169 2.594 22.142 0.027 -0.052 -0.03
Si 6.393 6.454 26.666 0.041 0.054 0.026
Si 9.609 11.943 28.79 -0.071 0.125 0.044
Si 2.333 8.846 25.35 -0.008 0.107 0.001
Si 2.344 1.052 27.17 0.07 -0.006 0.193
Si 9.008 0.805 26.044 -0.02 -0.015 0.102
Si 10.306 12.58 25.737 -0.087 0.074 0.147
Si 5.862 10.678 22.766 -0.009 0.058 0.064
Si 14.056 7.072 25.425 -0.009 -0.006 0.361
Si 4.993 11.586 31.299 0.175 0.087 -0.221
Si 4.15 14.969 26.967 -0.097 -0.159 0.171
Si 11.442 15.361 25.446 -0.098 -0.061 0.167
Si 1.179 5.538 28.669 0.029 0.046 0.107
Si 1.356 11.599 24.589 0.057 -0.133 0.159
Si 0.593 6.36 25.941 0.108 0.182 0.06
Si 11.831 5.645 26.599 0.032 -0.052 0.105
Si 15.333 11.046 28.701 -0.043 0.173 -0.129
Si 3.015 13.038 29.296 -0.03 -0.086 -0.036
Si 14.151 2.457 27.11 -0.11 0.072 0.088
Si 14.081 15.893 27.062 0.024 -0.16 0.086
Si 0.61 14.062 31.161 -0.108 0.032 -0.361
Si 5.269 3.304 31.78 0.098 -0.01 -0.181
Si 8.42 14.723 30.013 0.225 0.002 -0.043
Si 5.576 6.188 32.656 0.144 -0.194 -0.295
Si 7.572 1.81 33.096 -0.053 0.008 0.004
Si 6.694 16.212 27.993 0.089 0.073 0.013
Si 8.475 6.074 31.558 0.03 -0.162 -0.193
Si 11.316 2.788 25.817 -0.079 0.021 0.168
Si 13.38 14.668 23.132 -0.17 -0.043 0.259
Si 8.717 6.257 28.736 -0.097 -0.045 -0.035
Si 15.492 5.379 30.84 0.087 -0.088 -0.225
Si 12.797 13.239 31.821 -0.149 0.217 -0.284
Si 14.181 9.401 30.755 -0.17 0.02 -0.169
Si 0.291 3.383 32.664 0.013 -0.009 -0.281
Si 2.836 2.169 33.188 -0.304 0.105 -0.301
Si 11.322 10.835 31.156 -0.061 0.101 -0.138
Si 4.312 9.054 32.948 0.077 0.114 -0.189
Si 14.562 13.873 29.404 0.026 -0.056 -0.014
Si 1.897 15.61 33.395 -0.056 0.119 0.019
Si 9.749 0.937 30.99 0.032 0.083 -0.137
Si 2.794 14.159 24.503 -0.016 -0.124 0.286
Si 4.608 2.135 28.927 -0.048 -0.061 -0.078
Si 9.123 8.801 32.3 0.061 0.013 -0.312
Si 12.145 16.309 32.645 -0.219 -0.037 -0.279
Si 7.657 10.659 30.557 -0.033 -0.013 -0.172
Si 10.096 3.976 30.159 -0.052 0.005 0
Si 14.498 1.555 33.708 0.057 -0.101 -0.168
Si 14.803 7.476 33.094 -0.194 -0.017 -0.225
Si 12.977 4.564 29.159 -0.264 -0.053 0.013
Si 7.476 12.984 32.387 0.007 -0.203 -0.305
Si 15.425 12.516 33.403 -0.191 0.2 -0.157
O 0.652 15.927 34.394 -0.095 -0.141 0.02
O 14.932 0.924 35.164 0.242 0.139 -0.05
O 1.775 2.878 32.172 0.028 0.148 -0.068
O 2.398 2.706 34.656 0.039 0.223 -0.353
O 15.922 7.148 34.269 0.033 0.038 0.054
O 0.351 4.548 33.831 -0.149 0.048 0.05
O 2.92 8.664 33.735 -0.604 -0.146 0.223
O 6.401 11.389 0.177 0.209 -0.263 0.013
O 13.976 12.489 32.658 0.239 -0.45 0.18
O 16.004 11.105 33.987 0.023 -0.356 0.372
O 1.354 15.304 31.889 0.3 0.027 -0.096
O 2.67 14.321 34.035 -0.007 -0.224 0.01
O 6.39 0.939 33.867 -0.135 -0.101 0.071
O 5.097 15.662 35.48 -0.18 -0.459 0.483
O 8.578 0.959 32.133 -0.293 -0.267 0.192
O 8.558 2.438 34.251 -0.052 0.154 0.381
O 5.105 5.886 34.189 0.134 0.092 0.303
O 6.867 4.145 35.075 -0.154 0.105 0.305
O 8.696 8.801 33.889 0.103 -0.151 0.536
O 7.226 6.138 32.609 0.105 0.195 0.055
O 5.315 9.742 34.048 0.112 -0.01 0.153
O 3.972 12.107 34.747 -0.027 0.097 0.003
O 8.01 13.303 33.889 0.371 0.214 0.414
O 12.33 14.725 32.285 -0.102 -0.101 0.275
O 11.255 0.134 34 0.061 0.153 0.249
O 12.765 14.902 35.198 -0.165 0.128 0.211
O 13.557 2.854 33.983 0.125 -0.035 0.001
O 11.953 4.567 35.005 0.441 -0.413 0.28
O 9.526 4.818 28.848 0.014 -0.089 -0.061
O 9.927 6.653 34.948 -0.334 0.273 0.501
O 0.74 6.652 27.551 0.153 0.087 -0.074
O 13.442 7.757 33.964 -0.077 0.175 0.285
O 10.093 11.985 34.961 -0.262 -0.206 0.39
O 12.124 9.845 34.926 0.112 -0.224 0.256
O 11.508 12.25 31.957 0.135 -0.057 0.177
O 15.091 13.486 34.687 0.257 0.07 0.284
O 3.833 4.655 26.197 -0.034 -0.039 -0.198
O 1.306 7.594 25.175 -0.161 0.022 0.062
O 5.506 2.712 25.23 -0.151 -0.013 -0.204
O 3.951 1.018 22.059 -0.213 0.133 0.032
O 2.333 8.373 20.995 -0.058 -0.127 -0.471
O 3.745 8.14 25.025 0.122 -0.454 0.109
O 3.737 6.326 21.807 0.143 -0.084 0.248
O 5.397 9.867 24.126 -0.152 0.167 0.022
O 0.738 15.198 22.049 0.314 -0.03 -0.091
O 14.583 15.729 22.912 0.179 -0.084 -0.104
O 4.699 11.446 21.868 -0.239 0.247 -0.372
O 2.75 13.442 21.101 -0.355 0.239 0.209
O 6.189 5.274 21.622 0.042 0.185 -0.195
O 9.435 6.483 21.724 -0.154 0.16 0.109
O 10.964 16.244 21.015 -0.218 -0.081 -0.087
O 9.041 1.247 21.881 -0.002 0.182 0.134
O 1.889 10.062 24.325 -0.167 0.226 -0.169
O 6.605 9.462 21.972 0.051 -0.096 0.179
O 9.57 7.733 23.985 0.013 -0.14 -0.336
O 7.09 10.217 19.631 0.207 0.147 -0.353
O 5.719 15.428 21.765 0.1 0.181 -0.221
O 7.867 1.365 25.021 -0.19 0.096 0.092
O 7.927 13.942 21.096 0.19 -0.305 0.106
O 9.358 12.104 22.175 0.148 0.19 -0.11
O 11.595 3.986 21.818 0.23 0.26 0.082
O 13.701 2.567 21.11 -0.226 0.051 -0.229
O 15.916 1.135 21.692 -0.081 -0.015 -0.225
O 14.017 13.405 23.944 -0.159 0.212 0.373
O 13.604 8.827 21.489 -0.153 -0.193 -0.039
O 11.803 10.636 22.196 -0.185 -0.112 -0.401
O 0.172 5.027 21.059 -0.23 0.374 -0.538
O 14.527 6.45 21.964 -0.065 0.003 0.238
O 16.223 11.777 24.102 -0.047 0.167 -0.058
O 12.764 14.305 21.666 -0.145 -0.129 -0.219
O 0.299 10.514 20.967 -0.203 0.028 -0.57
O 14.849 12.125 21.882 0.134 0.129 -0.116
O 0.213 0.387 24.228 -0.043 0.087 -0.205
O 8.962 10.255 24.064 0.118 -0.162 -0.31
O 14.484 0.957 27.618 0.189 -0.043 -0.017
O 2.375 12.688 23.899 0.172 0.087 -0.326
O 1.861 2.432 26.412 0.066 0.063 -0.009
O 2.314 2.97 21.069 0.108 -0.069 -0.573
O 5.208 6.237 27.791 -0.043 0.001 -0.071
O 6.23 7.89 25.881 0.039 -0.03 -0.004
O 1.366 11.872 26.199 -0.024 0.16 -0.294
O 2.391 9.501 26.858 0.031 -0.227 0.129
O 1.397 14.719 25.16 -0.077 -0.162 -0.204
O 2.772 11.689 28.404 0.038 0.044 -0.001
O 6.763 2.337 22.91 -0.255 -0.141 -0.302
O 3.52 15.121 23.388 -0.094 0.118 -0.3
O 11.032 13.96 26.145 -0.004 -0.089 0.201
O 11.22 2.768 24.191 -0.113 -0.078 -0.244
O 5.63 7.202 23.413 0.284 -0.193 0.053
O 7.766 3.216 20.703 0.239 0.054 -0.098
O 9.58 9.092 26.373 -0.148 -0.076 -0.177
O 6.951 11.805 23.255 -0.301 -0.059 -0.038
O 6.072 10.889 30.281 -0.04 -0.107 -0.12
O 4.826 3.623 28.3 0.087 -0.037 0.071
O 5.541 0.311 24.095 -0.109 -0.107 -0.127
O 5.808 1.12 28.451 -0.008 -0.013 -0.037
O 8.935 12.753 24.83 0.042 -0.118 -0.074
O 11.498 9.363 24.531 0.163 0.019 -0.167
O 14.098 10.405 27.824 -0.024 0.172 -0.154
O 15.257 15.364 26.035 0.178 0.098 -0.405
O 11.866 7.226 22.447 0.042 0.064 0.037
O 10.681 5.379 23.837 0.022 0.126 0.174
O 14.957 6.177 32.144 -0.288 -0.185 -0.058
O 1.064 4.807 25.675 -0.045 -0.185 -0.153
O 13.938 8.006 26.752 -0.057 0.106 -0.226
O 15.484 6.358 25.42 -0.124 -0.243 -0.292
O 13.733 10.835 24.023 0.114 0.046 0.038
O 13.875 7.915 24.052 -0.152 0.198 -0.24
O 15.278 12.661 28.58 0.311 -0.266 -0.034
O 11.367 11.879 24.695 0.035 -0.113 -0.52
O 6.338 5.206 25.605 -0.14 -0.035 -0.283
O 3.094 1.535 28.575 -0.253 0.086 0.075
O 0.652 4.054 28.2 0.064 -0.127 0.101
O 11.032 4.27 26.397 -0.237 0.042 -0.149
O 4.105 10.32 31.886 -0.238 -0.008 -0.081
O 4.077 12.634 30.461 0.3 0.196 -0.012
O 0.371 10.495 28.213 -0.121 -0.045 0.207
O 13.296 13.326 30.264 0.077 -0.081 0.164
O 3.564 14.286 28.361 0.159 0.016 0.01
O 9.967 11.89 27.191 0.191 -0.19 -0.24
O 3.461 0.015 26.563 0.052 0.005 -0.327
O 4.609 4.692 23.655 -0.079 0.026 -0.174
O 8.12 0.228 27.293 -0.049 0.15 0.022
O 10.099 1.936 26.522 -0.04 0.212 0.196
O 9.683 7.592 28.699 -0.103 0.135 -0.059
O 9.096 3.647 22.929 -0.159 0.171 -0.102
O 7.896 9.208 31.272 -0.168 0.04 -0.028
O 13.008 5.823 25.496 -0.154 -0.182 -0.348
O 9.186 13.477 29.245 0.012 0.099 -0.054
O 8.374 10.899 29.105 -0.078 0.043 0.156
O 3.864 13.945 25.732 -0.178 -0.252 -0.018
O 7.849 14.293 31.483 0.071 0.001 0.252
O 12.108 15.248 23.972 0.236 0.022 -0.243
O 9.998 16.129 25.318 0.061 0.173 -0.393
O 14.191 5.3 29.904 0.01 0.139 0.292
O 14.917 8.728 32.044 0.318 -0.082 0.127
O 2.828 5.447 28.678 -0.084 0.292 -0.042
O 12.871 2.387 26.098 0.217 0.027 -0.163
O 13.942 8.376 29.468 -0.208 -0.127 0.203
O 7.799 6.339 30.079 -0.22 -0.189 0.205
O 13.975 14.917 28.338 -0.038 0.128 -0.141
O 15.924 3.901 31.334 -0.146 0.066 0.15
O 15.918 2.013 33.076 -0.032 -0.044 0.077
O 1.618 13.431 30.046 -0.084 -0.16 -0.091
O 2.855 0.527 33.187 0.077 -0.045 0.186
O 12.73 10.034 31.092 0.086 -0.147 -0.091
O 15.515 3.017 26.376 0.121 -0.188 -0.193
O 4.749 2.41 30.518 0.128 -0.135 0.317
O 0.434 5.972 30.067 -0.085 0.163 0.27
O 15.672 14.58 30.374 0.04 0.232 0.014
O 15.177 10.599 30.264 0.252 -0.074 0.264
O 6.818 2.929 32.143 0.253 -0.193 -0.05
O 4.323 2.765 32.98 0.041 -0.189 0.342
O 11.284 0.717 31.514 0.082 -0.136 0.068
O 0.947 0.173 27.006 -0.164 0.022 -0.321
O 7.833 6.35 27.388 0.142 -0.116 -0.013
O 5.097 4.944 31.655 0.09 0.132 0.131
O 9.434 16.011 30.083 -0.021 -0.128 0.033
O 9.73 2.371 30.162 0.07 0.128 0.211
O 5.749 15.273 27.047 -0.112 0.064 0.027
O 7.089 15.247 29.234 -0.169 -0.107 -0.118
O 5.881 12.525 32.354 -0.082 0.092 0.178
O 4.958 7.677 32.276 -0.129 0.246 0.214
O 12.593 16.001 26.405 -0.082 0.03 -0.094
O 13.665 0.52 32.758 0.368 -0.04 0.133
O 12.439 5.684 28.109 0.098 0.123 0.02
O 10.852 6.916 26.464 -0.049 -0.012 -0.463
O 9.375 4.689 31.47 0.115 0.114 0.191
O 9.534 7.265 31.917 0.173 -0.083 0.155
O 13.644 3.29 28.407 0.291 -0.067 0.01
O 11.739 4.115 30.142 0.054 -0.081 0.062
O 8.256 11.744 31.642 0.149 -0.025 0.093
O 10.849 11.307 29.654 0.134 -0.332 -0.032
O 10.333 9.833 31.963 0.049 -0.213 0.119
O 11.796 8.995 27.933 -0.071 -0.132 0.241
O 0.153 13.028 32.339 0.151 -0.189 0.151
Si 0.075 0.034 5.405 0.047 0.083 -0.078
Si 2.759 2.762 5.381 -0.037 -0.072 -0.045
Si 0.072 5.487 5.462 0.01 0.025 -0.057
Si 2.776 8.213 5.39 0.005 0.055 -0.055
Si 0.062 10.898 5.483 -0.015 -0.026 0.008
Si 2.848 13.645 5.474 -0.03 0.077 0.009
Si 5.561 16.381 5.437 0.047 0.004 -0.026
Si 8.258 2.734 5.452 -0.022 -0.009 0
Si 5.461 5.532 5.471 -0.009 -0.025 -0.059
Si 8.201 8.238 5.488 -0.021 -0.057 -0.038
Si 5.504 10.938 5.436 0.022 -0.018 0.023
Si 8.272 13.654 5.439 0.031 -0.009 -0.053
Si 10.968 0.01 5.483 0.03 -0.008 -0.029
Si 13.711 2.799 5.459 0.064 0.064 0.009
Si 10.991 5.463 5.475 -0.02 0.017 0.038
Si 13.748 8.206 5.493 0.027 0.046 -0.011
Si 11.021 10.966 5.504 -0.008 0.067 -0.014
Si 13.74 13.694 5.428 0.029 0.01 -0.032
Si 1.412 1.396 6.794 0.003 0.001 -0.035
Si 4.105 4.115 6.796 0.016 0.027 -0.013
Si 1.43 6.858 6.812 -0.007 -0.037 -0.004
Si 4.119 9.577 6.799 -0.023 0.016 -0.039
Si 1.436 12.287 6.815 0.088 -0.086 0.013
Si 4.18 15.039 6.823 -0.006 -0.061 0.019
Si 6.88 1.374 6.816 -0.03 0.03 -0.018
Si 9.611 4.095 6.829 0.079 -0.075 0
Si 6.835 6.869 6.847 0.007 0.014 0.027
Si 9.6 9.598 6.831 -0.02 0.012 0.002
Si 6.876 12.302 6.806 -0.01 0.017 -0.026
Si 9.602 15.034 6.832 0.019 -0.016 -0.002
Si 12.342 1.399 6.816 -0.023 -0.012 -0.034
Si 15.082 4.138 6.832 -0.053 -0.017 0.009
Si 12.349 6.84 6.835 -0.005 -0.039 -0.014
Si 15.089 9.566 6.862 -0.022 0.029 0.026
Si 12.373 12.35 6.838 -0.049 -0.008 -0.005
Si 15.095 15.073 6.787 -0.039 -0.033 -0.037
Si 0.023 2.733 8.181 -0.014 -0.013 0.013
Si 2.771 0.007 8.156 0.04 0.061 -0.005
Si 0.043 8.187 8.206 0.014 0.048 0.001
Si 2.753 5.469 8.191 -0.019 -0.009 0.012
Si 0.039 13.67 8.148 0.008 0.036 -0.013
Si 2.767 10.922 8.199 -0.022 0.028 0.004
Si 5.479 2.74 8.159 -0.009 -0.027 -0.005
Si 8.225 16.402 8.19 -0.005 0.012 0.005
Si 5.463 8.222 8.205 0.034 -0.004 0.001
Si 8.212 5.468 8.172 -0.042 0.006 -0.011
Si 5.511 13.658 8.193 -0.004 0.034 0.002
Si 8.223 10.947 8.201 0.039 0.019 0.002
Si 10.961 2.731 8.2 0.006 0.061 0.023
Si 13.699 0.008 8.168 0.013 0.004 0.012
Si 10.952 8.202 8.183 0.003 -0.012 -0.012
Si 13.696 5.471 8.208 0.02 0.029 0.009
Si 10.967 13.678 8.202 0.016 0.018 0.015
Si 13.704 10.944 8.194 0.015 -0.015 0.004
Si 1.372 4.103 9.555 0.005 0.008 -0.014
Si 4.115 1.374 9.534 -0.019 -0.005 0.004
Si 1.39 9.565 9.566 0.005 -0.025 0.003
Si 4.105 6.837 9.571 0.003 -0.003 -0.002
Si 1.389 15.04 9.521 -0.017 -0.034 -0.009
Si 4.122 12.303 9.556 0.013 -0.033 0.002
Si 6.835 4.106 9.537 0.021 -0.009 -0.007
Si 9.579 1.37 9.56 0.027 -0.023 0.008
Si 6.84 9.583 9.565 -0.021 -0.013 -0.002
Si 9.57 6.835 9.543 0.006 -0.023 -0.001
Si 6.855 15.039 9.558 0.002 -0.014 0.001
Si 9.588 12.313 9.567 -0.017 -0.002 0
Si 12.313 4.101 9.565 0 -0.032 0.004
Si 15.047 1.365 9.551 -0.014 -0.01 0.005
Si 12.315 9.575 9.545 -0.017 0.024 -0.001
Si 15.051 6.837 9.569 -0.021 -0.04 0.002
Si 12.323 15.054 9.556 -0.018 -0.016 0.005
Si 15.067 12.317 9.539 -0.026 -0.022 0.002

Results
total energy: -115456.491 eV
total energy less fixed offsets of O -438.35, Si -107.03 eV per atom: 9.849 eV
